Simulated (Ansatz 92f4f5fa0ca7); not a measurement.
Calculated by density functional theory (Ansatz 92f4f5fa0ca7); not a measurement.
Periodic cell of 360 atoms, Si240O120, from a study of silicon, its oxide and their interface. The atomic structure is a simulated model.
Doubt: the cutoff is far below the 930 eV that the study's wrapper takes by default for these files, so forces and energies are approximate.

Settings: functional PBE; potential files Ansatz PAW; basis plane waves; wave-function cutoff 580 eV; density cutoff ratio 5; exchange-correlation grid ratio 1; k mesh 1 x 1 x 1, Gamma-centred; self-consistency stop 5e-08 eV per atom in the density residual; occupations fixed; spin none; net charge 0.

Cell vectors (angstrom)
a	11.6015	0	0
b	0	13.3963	0
c	0	0	41.1453

Atoms: element, x, y, z (angstrom)
Si	0	2.2327	1.1851
Si	3.8672	2.2327	1.1851
Si	7.7343	2.2327	1.1851
Si	1.9336	5.5818	1.1851
Si	5.8008	5.5818	1.1851
Si	9.6679	5.5818	1.1851
Si	0	8.9308	1.1851
Si	3.8672	8.9308	1.1851
Si	7.7343	8.9308	1.1851
Si	1.9336	12.2799	1.1851
Si	5.8008	12.2799	1.1851
Si	9.6679	12.2799	1.1851
Si	1.9336	1.1164	1.9745
Si	5.8008	1.1164	1.9745
Si	9.6679	1.1164	1.9745
Si	0	4.4654	1.9745
Si	3.8672	4.4654	1.9745
Si	7.7343	4.4654	1.9745
Si	1.9336	7.8145	1.9745
Si	5.8008	7.8145	1.9745
Si	9.6679	7.8145	1.9745
Si	0	11.1635	1.9745
Si	3.8672	11.1635	1.9745
Si	7.7343	11.1635	1.9745
Si	1.9336	1.1164	4.3426
Si	5.8008	1.1164	4.3426
Si	9.6679	1.1164	4.3426
Si	0	4.4654	4.3426
Si	3.8672	4.4654	4.3426
Si	7.7343	4.4654	4.3426
Si	1.9336	7.8145	4.3426
Si	5.8008	7.8145	4.3426
Si	9.6679	7.8145	4.3426
Si	0	11.1635	4.3426
Si	3.8672	11.1635	4.3426
Si	7.7343	11.1635	4.3426
Si	0	0	36.8048
Si	3.8672	0	36.8048
Si	7.7343	0	36.8048
Si	1.9336	3.3491	36.8048
Si	5.8008	3.3491	36.8048
Si	9.6679	3.3491	36.8048
Si	0	6.6981	36.8048
Si	3.8672	6.6981	36.8048
Si	7.7343	6.6981	36.8048
Si	1.9336	10.0472	36.8048
Si	5.8008	10.0472	36.8048
Si	9.6679	10.0472	36.8048
Si	0	0	39.1729
Si	3.8672	0	39.1729
Si	7.7343	0	39.1729
Si	1.9336	3.3491	39.1729
Si	5.8008	3.3491	39.1729
Si	9.6679	3.3491	39.1729
Si	0	6.6981	39.1729
Si	3.8672	6.6981	39.1729
Si	7.7343	6.6981	39.1729
Si	1.9336	10.0472	39.1729
Si	5.8008	10.0472	39.1729
Si	9.6679	10.0472	39.1729
Si	0	2.2327	39.9623
Si	3.8672	2.2327	39.9623
Si	7.7343	2.2327	39.9623
Si	1.9336	5.5818	39.9623
Si	5.8008	5.5818	39.9623
Si	9.6679	5.5818	39.9623
Si	0	8.9308	39.9623
Si	3.8672	8.9308	39.9623
Si	7.7343	8.9308	39.9623
Si	1.9336	12.2799	39.9623
Si	5.8008	12.2799	39.9623
Si	9.6679	12.2799	39.9623
Si	-4.2959	6.3363	23.7095
Si	1.1467	0.6097	29.6437
Si	7.6325	3.6584	28.2265
Si	-2.7993	7.7138	31.0058
Si	4.3162	4.9224	30.9161
Si	9.4902	5.7573	32.6594
Si	4.5369	6.6737	29.3439
Si	-1.0342	11.34	30.4005
Si	9.762	12.1314	32.6651
Si	3.7437	8.8555	32.5931
Si	9.1446	10.5419	24.425
Si	8.2912	14.9601	30.2219
Si	1.4237	2.6814	30.7589
Si	3.884	2.4677	30.8881
Si	10.6746	-0.145	28.8123
Si	1.0224	8.4756	24.1704
Si	3.1531	-0.4816	29.0503
Si	5.0683	10.8482	25.7778
Si	-4.5753	11.0406	28.3559
Si	6.97	14.4395	27.1394
Si	3.1547	8.5474	30.1531
Si	-0.4178	12.5871	25.7317
Si	9.1424	18.85	26.2309
Si	10.6695	14.4454	23.2204
Si	4.8663	0.1414	30.543
Si	3.923	2.1993	33.1729
Si	7.8592	2.0831	32.6657
Si	1.8283	5.5178	32.9847
Si	5.5941	5.4463	32.8568
Si	10.8926	8.8261	30.7035
Si	-0.1173	8.8505	33.0095
Si	2.5711	10.616	29.095
Si	7.7678	8.8104	32.8611
Si	1.2129	11.8964	30.7627
Si	1.8435	18.5837	30.6694
Si	13.4752	12.1751	32.9976
Si	1.9519	1.0578	33.7483
Si	5.9204	1.0705	33.6927
Si	9.8056	1.0383	33.4715
Si	-0.1774	4.5111	33.6114
Si	3.7501	4.4358	33.86
Si	7.6833	4.3831	33.4216
Si	1.9004	7.7875	33.6385
Si	5.7054	7.7512	33.4862
Si	9.5907	7.7582	33.9074
Si	-0.0559	11.0789	33.7905
Si	3.8589	11.079	33.5422
Si	7.6766	11.1682	33.3825
Si	1.9292	1.1033	36.0815
Si	5.8216	1.1126	36.0418
Si	9.6851	1.1038	35.9267
Si	-0.0278	4.4721	35.9885
Si	3.8607	4.469	36.1566
Si	7.7337	4.4569	35.8952
Si	1.9352	7.8155	36.0156
Si	5.7851	7.8168	35.9293
Si	9.6674	7.8075	36.1873
Si	-0.0046	11.1608	36.1031
Si	3.8763	11.1444	35.956
Si	7.7236	11.168	35.8808
Si	-0.0166	0.006	5.1161
Si	3.8705	0.0073	4.9938
Si	7.7404	0	5.155
Si	1.9326	3.3624	5.0727
Si	5.8213	3.3596	5.1003
Si	9.6913	3.3658	5.2641
Si	0.001	6.7006	5.1033
Si	3.8888	6.689	5.1286
Si	7.7382	6.6949	5.2816
Si	1.9333	10.048	5.0456
Si	5.8021	10.0372	5.1489
Si	9.6535	10.0632	5.2783
Si	-0.0502	0.0627	7.473
Si	3.8841	0.0359	7.2915
Si	7.7775	0.0593	7.5332
Si	2.0151	3.4313	7.4002
Si	5.9275	3.4149	7.4452
Si	9.8406	3.4499	7.7686
Si	0.0422	6.7881	7.443
Si	3.9714	6.6597	7.4925
Si	7.782	6.7104	7.8083
Si	1.9136	10.0221	7.3617
Si	5.7769	9.9991	7.5301
Si	9.5735	10.1567	7.7922
Si	0.2647	2.2313	8.3877
Si	-0.0774	1.8285	13.9572
Si	7.8859	1.8793	10.6886
Si	7.3577	3.8061	12.1504
Si	3.5267	5.5921	12.1412
Si	13.2453	1.7622	10.3695
Si	-0.001	9.0157	8.269
Si	3.7936	8.9	8.2076
Si	4.6015	9.0505	12.0534
Si	1.9226	12.2873	7.9257
Si	5.7661	12.2748	8.1311
Si	9.6698	12.4706	8.5669
Si	3.9863	2.537	10.3605
Si	4.7175	-0.9729	10.2015
Si	11.803	0.7238	11.9264
Si	-0.4099	0.219	16.6342
Si	5.8092	5.4912	8.5585
Si	7.5996	8.9534	8.6163
Si	-1.9746	13.5628	10.8982
Si	8.8414	11.0373	12.5295
Si	8.7035	9.6732	15.2175
Si	2.4126	12.8881	10.075
Si	7.1427	7.1594	15.0499
Si	12.2998	8.6811	10.5057
Si	1.9795	5.6714	8.2223
Si	9.8788	5.7534	8.5907
Si	6.9476	-4.4059	11.0653
Si	5.2455	4.5453	10.8893
Si	5.0595	-0.0775	12.8605
Si	6.8167	-1.0486	17.7706
Si	-3.779	2.2993	8.343
Si	1.8948	6.2324	10.5371
Si	11.8324	10.1445	12.3047
Si	5.6899	14.4111	10.9212
Si	2.4088	17.2251	14.3625
Si	3.0523	8.3973	10.3812
O	19.6656	8.208	27.7674
O	10.2391	20.1207	12.1143
O	-1.555	4.2746	25.5719
O	1.4194	8.6748	18.9719
O	-8.9864	2.5816	23.0692
O	18.0155	-0.2809	13.7594
O	-3.3094	5.1023	11.7669
O	4.0148	14.368	13.5827
O	-2.4493	17.1025	21.2832
O	-14.9023	-1.3376	18.4096
O	-2.6292	12.6001	12.1162
O	-4.355	6.6163	16.5912
O	13.7951	21.0908	23.3473
O	-7.7528	-17.0362	18.8644
O	15.1314	-2.2661	26.1356
O	-0.0219	13.1528	20.0193
O	5.3795	4.6132	25.9681
O	20.3644	9.3053	25.4236
O	-12.8076	12.2123	16.5761
O	6.9849	13.8675	23.4153
O	-1.6993	8.6002	20.7398
O	31.418	-6.2373	19.0694
O	-9.9452	11.1781	19.5592
O	4.1044	5.815	27.9711
Si	9.5709	11.3286	17.6658
Si	4.9666	14.6845	18.9571
Si	3.8191	15.2127	23.8455
Si	-4.2844	8.2646	29.237
Si	1.9631	10.767	26.1725
Si	2.4279	9.7483	19.6512
Si	11.6978	11.5287	19.9235
Si	6.8613	0.4563	15.1482
Si	6.0439	11.2365	21.3585
Si	-0.79	17.3473	24.1803
Si	11.368	7.6118	26.8998
Si	-6.12	17.6399	19.4692
Si	9.7274	2.7748	17.7401
Si	-4.7415	6.909	18.1654
Si	1.8005	20.0001	15.5328
Si	10.5253	9.5051	21.9558
Si	3.9427	0.1373	21.428
Si	5.4705	9.7701	18.7375
Si	-0.5353	6.6134	10.6554
Si	-1.8681	7.35	19.6794
Si	-0.0688	22.0552	14.964
Si	5.6495	8.9375	23.4341
Si	13.1464	25.4745	12.0828
Si	2.3357	14.4211	17.393
Si	0.9098	3.0255	19.0901
Si	17.2406	12.3746	32.6496
Si	3.0529	7.9353	21.9733
Si	4.7752	17.8044	27.4596
Si	9.4866	18.6077	21.8012
Si	-4.8392	13.3519	29.2019
Si	0.5704	21.4232	17.7769
Si	-2.8226	16.2208	14.7974
Si	-2.585	9.3289	27.0429
Si	2.1531	30.8817	23.4893
Si	-10.6979	14.391	20.6491
Si	-3.5549	2.9352	20.3845
Si	1.0542	7.4116	29.7575
Si	6.9979	12.8289	24.6744
Si	4.9692	4.4327	24.4131
Si	15.5116	11.3556	12.2504
Si	11.778	15.6905	32.8343
Si	2.647	5.1417	20.6683
Si	-7.4771	15.0485	15.0598
Si	-2.9682	6.5404	12.4475
Si	7.8985	0.2444	22.0624
Si	3.9698	2.2901	8.0388
Si	3.9531	1.6648	26.8028
Si	4.236	7.2511	13.7081
O	-3.848	7.7081	11.7346
O	-5.6303	18.7902	23.5794
O	-18.5932	12.0429	21.2017
O	-9.8476	23.524	27.6826
O	1.8039	15.9183	17.7758
O	6.0469	17.424	28.4178
O	26.778	14.0467	18.3784
O	7.6675	16.9535	13.8163
O	1.0424	13.4153	17.3788
O	-12.1743	3.4816	18.4605
O	3.3841	-8.5501	24.2714
O	-0.1663	0.6774	15.0981
O	-8.4772	7.4047	14.9508
O	-8.7257	6.77	20.825
O	16.695	2.8692	23.9172
O	0.2939	-4.3269	16.5186
O	17.1335	25.6112	25.0007
O	17.5391	10.6983	27.1562
O	-16.3177	7.9056	23.6671
O	-2.471	3.4131	16.3156
O	16.1841	8.1104	22.5142
O	1.5144	20.2491	17.1213
O	9.4584	0.1587	22.5633
O	19.4938	2.3894	27.2223
O	-1.3914	1.2511	17.4173
O	3.7953	3.2347	14.9879
O	10.6371	-2.4808	18.8246
O	4.8415	28.0113	20.5841
O	10.5401	-8.3184	23.0309
O	-1.6746	8.6843	14.7812
O	-3.0952	16.1898	18.8204
O	12.0783	20.9809	25.4239
O	-12.7729	11.2771	25.1095
O	-0.8422	7.4983	18.4099
O	7.789	14.8544	20.9988
O	-4.9074	3.8326	20.4721
O	-3.423	16.5506	29.6802
O	-8.8943	-9.0683	12.8575
O	8.9341	-3.2876	16.7785
O	-1.3886	10.2653	12.0888
O	0.2084	14.7157	22.0976
O	-3.3635	-12.1054	14.9964
O	2.6242	22.7193	21.2185
O	14.5709	14.3146	15.9074
O	-7.4756	0.4645	23.0175
O	-29.602	2.876	18.5488
O	11.4914	-4.673	23.0196
O	23.7003	33.9405	14.6942
O	32.514	-3.3619	22.8947
O	7.3167	12.273	21.3604
O	-2.9665	10.9134	14.1564
O	-14.8188	-8.4736	27.5678
O	1.9039	4.8207	22.0822
O	19.5359	-1.8179	24.3302
O	-3.4048	19.4218	22.3821
O	5.8768	-15.7877	17.7389
O	-0.9908	9.0346	27.284
O	6.1587	0.2594	18.4927
O	5.9687	21.6867	18.2521
O	-5.6256	32.3924	18.6582
O	-14.6662	-2.633	27.6971
O	15.2919	3.1587	27.4602
O	10.1841	16.1755	13.9524
O	-21.9721	2.7273	14.2792
O	1.107	25.5419	26.0748
O	-9.2191	13.7052	20.986
O	13.5372	-8.376	15.3369
O	-4.8092	-3.5668	29.4815
O	27.3502	4.5562	20.3571
O	-1.4477	-6.8337	26.8037
O	3.2598	14.9061	25.3453
O	5.1325	9.4642	24.9005
O	17.2743	-6.5534	14.4062
O	-13.5066	14.395	29.5193
O	-17.0156	36.9491	20.1482
O	-9.9719	4.4418	19.5865
O	17.6793	7.2193	29.1491
O	-5.5215	10.3108	22.684
O	-8.137	0.4136	27.6845
O	-13.0878	6.0234	20.5422
O	0.6025	9.6555	13.8596
O	11.3223	10.7804	21.3302
O	-17.5681	14.8286	15.6312
O	7.6164	23.7552	11.708
O	0.8264	3.9973	24.4241
O	-3.9383	13.5223	25.9884
O	-10.0127	9.834	24.8845
O	12.4125	-6.1801	28.088
O	-3.4932	19.4219	25.0985
O	-0.3786	0.3202	24.5719
O	7.3369	22.1864	15.0973
O	8.2621	-20.2966	14.0483
O	7.0822	12.666	16.2053
O	10.5242	13.1108	27.1571
O	5.5491	28.3492	26.5378
O	10.1964	2.5206	23.7183

Results
free energy: -220802.329 eV
free energy less fixed offsets of O -568.88, Si -635.61 eV per atom: 9.671 eV

Forces (eV/angstrom), in the order of the atoms: element, x, y, z
Si	-0.0264	-0.0055	-0.0326
Si	-0.0081	0.0157	0.033
Si	0.009	-0.0828	-0.0283
Si	0.0194	0.002	-0.0202
Si	-0.0498	0.0007	-0.0122
Si	-0.0009	-0.0723	0.0192
Si	0.0115	0.0436	0.0824
Si	-0.0039	0.068	0.0028
Si	-0.0404	-0.0376	-0.0036
Si	0.032	0.0251	0.0505
Si	-0.0048	-0.0052	0.0231
Si	0.0061	-0.023	0.0196
Si	-0.116	0.0253	-0.016
Si	0.1432	0.0588	-0.0256
Si	-0.0685	0.1459	0.0009
Si	-0.0686	0.0079	0.0008
Si	0.0748	0.0044	0.0324
Si	0.1264	0.1041	-0.0339
Si	0.0625	-0.1162	-0.0194
Si	0.1299	-0.0814	0.0052
Si	-0.1229	0.0884	-0.0562
Si	-0.1697	-0.0112	-0.0009
Si	0.076	-0.0912	0.0005
Si	0.0465	-0.0056	-0.0256
Si	-0.2617	0.1127	-0.27
Si	0.3342	0.1145	-0.2159
Si	-0.0603	0.3353	0.2349
Si	-0.2372	-0.0516	-0.0571
Si	0.1206	0.032	-0.2597
Si	0.4257	0.2199	0.4937
Si	0.1587	-0.1466	-0.1282
Si	0.2732	-0.0751	0.2235
Si	-0.2711	0.1683	0.7351
Si	-0.3474	-0.0125	0.2144
Si	0.2078	-0.1763	-0.3031
Si	0.1081	-0.0858	0.3921
Si	-0.2547	0.0855	0.2517
Si	0.1264	-0.2598	-0.1695
Si	0.2966	-0.2279	-0.326
Si	-0.386	-0.0083	0.173
Si	0.3825	0.0321	-0.0149
Si	-0.124	-0.1011	-0.4608
Si	0.3008	-0.2229	0.3079
Si	0.0796	0.3226	0.2319
Si	-0.5296	-0.3199	-0.2335
Si	0.2487	-0.0619	-0.0145
Si	0.1287	-0.0388	-0.5324
Si	-0.3785	0.3394	0.132
Si	-0.0898	0.0487	0.0158
Si	0.0727	-0.0807	0.0222
Si	0.152	-0.0824	0.0271
Si	-0.2081	0.032	0.0036
Si	0.1354	0.0132	0.0053
Si	-0.1016	-0.1025	0.0146
Si	0.1316	-0.065	-0.0126
Si	0.0283	0.1243	0.0006
Si	-0.2046	-0.138	0.0059
Si	0.0878	0.0175	0.0229
Si	0.0438	-0.0155	0.0255
Si	-0.203	0.1158	0.0361
Si	0.0216	-0.0063	0.0409
Si	0.0143	-0.0075	-0.1079
Si	-0.0047	0.0689	0.0081
Si	-0.0072	-0.0029	0.0515
Si	0.025	0.0078	0.0431
Si	0.0168	0.069	-0.0867
Si	-0.0087	-0.0487	-0.0905
Si	0.0007	-0.0646	0.0279
Si	0.0315	0.0452	-0.0153
Si	-0.034	-0.0239	-0.0285
Si	0.015	0.0139	-0.0448
Si	-0.0101	0.0153	0.0664
Si	-0.128	-0.0698	0.1534
Si	-0.1745	-0.1704	-0.3371
Si	-0.1095	-0.1786	-0.4279
Si	0.0951	-0.0918	0.0145
Si	0.0025	0.0621	-0.6533
Si	-0.3181	0.222	0.2248
Si	0.2085	-0.3763	0.2022
Si	0.1849	-0.1994	0.497
Si	-0.0997	-0.1209	-0.2155
Si	0.0495	-0.0846	-0.0031
Si	0.019	0.0966	0.0258
Si	-0.2343	-0.0117	0.2702
Si	0.172	-0.0299	0.0495
Si	-0.0904	-0.0116	-0.1315
Si	0.4969	-0.1221	0.0495
Si	0	-0.0014	0.038
Si	-0.2319	0.6101	-0.454
Si	0.0516	0.1649	-0.067
Si	0.1442	-0.0256	0.0649
Si	-0.2573	0.2154	-0.1581
Si	0.2341	-0.3707	0.3357
Si	-0.0838	-0.0951	0.3418
Si	-0.0091	0.0031	-0.1254
Si	-0.1528	-0.0412	0.2425
Si	-0.1494	0.2081	0.2078
Si	0.1248	0.0869	0.1912
Si	0.0881	-0.0777	-0.2463
Si	-0.1533	0.0354	0.1958
Si	0.0023	0.0041	0.1454
Si	-0.3021	0.1753	0.1072
Si	0.2069	0.0495	-0.037
Si	-0.5011	0.3594	0.0169
Si	-0.1496	-0.0381	0.076
Si	0.0212	-0.2474	0.4549
Si	0.0512	-0.0008	0.0375
Si	-0.3339	-0.0284	-0.0768
Si	0.2225	-0.1549	0.172
Si	-0.086	0.0922	0.0416
Si	0.1631	-0.1233	-0.0216
Si	0.0524	0.0799	0.0324
Si	-0.0999	-0.0606	0.3648
Si	-0.1411	0.1241	-0.0094
Si	-0.0929	-0.0353	-0.0075
Si	0.136	-0.0019	-0.0174
Si	0.0414	0.0853	0.0276
Si	0.1394	0.0144	-0.0712
Si	-0.0673	0.0021	0.0247
Si	0.0851	-0.0842	-0.0932
Si	0.0563	-0.008	-0.0855
Si	0.0766	0.0061	0.0377
Si	0.0966	-0.0092	0.0352
Si	-0.2027	0.0311	0.1226
Si	-0.0963	-0.0674	-0.0901
Si	0.0049	-0.0612	0.0631
Si	-0.013	-0.0129	-0.0618
Si	-0.0381	-0.0158	0.029
Si	0.0904	-0.0094	-0.0665
Si	-0.0858	-0.0854	-0.0017
Si	-0.0133	-0.0385	0.0902
Si	-0.139	0.0469	0.0802
Si	-0.0419	0.02	-0.0282
Si	0.0096	0.0411	0.1016
Si	-0.0147	-0.0319	-0.0899
Si	0.0764	0.0924	0.039
Si	-0.0262	0.0021	-0.0544
Si	0.071	0.0512	-0.0051
Si	-0.0065	0.0561	-0.1039
Si	0.0297	-0.0891	-0.0342
Si	-0.0269	-0.0369	-0.1073
Si	-0.0379	-0.0194	0.0471
Si	-0.0311	-0.1382	-0.0351
Si	-0.0415	0.0404	-0.0819
Si	0.0249	-0.0357	-0.0076
Si	0.0219	0.0789	-0.0182
Si	-0.104	-0.1083	0.2527
Si	-0.0644	-0.0104	-0.1379
Si	0.0734	-0.0501	0.1604
Si	0.084	-0.1371	-0.0738
Si	0.0301	0.0858	-0.1067
Si	0.0151	0.1338	-0.0353
Si	-0.0509	-0.0411	0.1073
Si	-0.0033	0.1202	-0.1951
Si	-0.0693	0.1331	-0.1631
Si	0.0025	-0.0179	0.0568
Si	0.1551	0.0825	-0.0319
Si	-0.0345	-0.1362	-0.5782
Si	-0.1901	0.352	0.0638
Si	0.2316	-0.3928	-0.1334
Si	-0.4427	-0.1531	-0.4161
Si	0.0137	-0.0637	-0.1154
Si	0.2283	0.2446	0.015
Si	-0.0916	-0.08	-0.0376
Si	-0.1624	-0.1905	0.2811
Si	-0.0592	-0.0036	0.0629
Si	-0.1425	-0.1819	-0.1237
Si	0.0886	0.1719	-0.0122
Si	-0.0462	0.2058	-0.0803
Si	-0.1275	-0.3031	-0.2144
Si	0.2247	-0.0332	0.1107
Si	-0.1423	0.0026	-0.4029
Si	-0.0166	-0.0754	0.017
Si	-0.038	0.0843	0.0501
Si	0.0463	-0.5555	0.1304
Si	0.1991	0.0626	0.2271
Si	-0.0014	-0.0287	0.0544
Si	-0.054	0.228	-0.3528
Si	-0.3118	0.1968	-0.052
Si	-0.4334	0.5299	-0.071
Si	0.2239	-0.1546	0.0855
Si	0.0734	0.0074	0.051
Si	0.1789	-0.0086	-0.0943
Si	0.0089	-0.009	-0.2348
Si	0.2393	0.2795	-0.2481
Si	0.066	-0.046	-0.2048
Si	0.1483	0.1628	0.0808
Si	0.4388	-0.4485	-0.1203
Si	0.4334	-0.0952	-0.3001
Si	-0.3086	-0.1976	0.1538
Si	-0.208	-0.0348	-0.1638
Si	-0.003	-0.1414	-0.1421
O	0.0716	0.0893	-0.2395
O	-0.4613	-0.0448	0.2251
O	0.0381	-0.0103	-0.0619
O	0.0262	0.0423	0.0863
O	-0.0997	0.0249	-0.0897
O	0.4271	-0.0113	0.5715
O	-0.0921	-0.0827	-0.0927
O	-0.2736	0.1575	0.3838
O	0.0777	-0.0657	-0.051
O	0.052	0.0148	0.0226
O	-0.0461	0.1305	-0.2118
O	0.063	-0.0799	0.0224
O	0.0036	-0.0256	-0.0859
O	-0.1311	0.0334	-0.0009
O	0.0153	0.0576	-0.0988
O	0.1366	0.324	0.0521
O	0.0544	0.0366	0.0469
O	-0.0113	0.0152	0.0826
O	0.0093	0.012	0.0808
O	0.0472	0.0175	-0.0979
O	-0.0052	-0.0617	-0.0473
O	0.0175	-0.0223	0.0076
O	-0.0095	0.0808	-0.0024
O	-0.0329	0.0169	-0.3041
Si	-0.1703	0.027	-0.09
Si	0.2348	-0.1049	-0.1004
Si	0.1135	0.1794	0.2339
Si	0.3473	-0.5272	0.1007
Si	-0.0602	0.0993	0.0564
Si	0.0717	-0.1918	-0.0714
Si	-0.135	-0.3203	-0.0463
Si	-0.1326	-0.2678	-0.4558
Si	0.0827	-0.0901	-0.0125
Si	-0.0138	0.0163	0.2023
Si	0.0462	0.0641	0.1416
Si	0.1799	0.0916	-0.091
Si	-0.1272	-0.1258	-0.3094
Si	-0.0017	0.099	-0.0755
Si	0.0896	0.1948	-0.2656
Si	-0.0688	-0.1074	0.0857
Si	0.218	0.0047	0.192
Si	0.1302	0.0938	0.0134
Si	0.3727	0.0483	0.1702
Si	-0.0532	0.1831	-0.046
Si	0.0356	0.0032	-0.1751
Si	0.0362	-0.0729	-0.0086
Si	-0.0177	-0.3106	-0.1456
Si	0.2122	-0.1246	-0.4554
Si	0.0446	0.4291	-0.5572
Si	-0.0082	0.1479	0.0494
Si	0.0228	0.1098	0.1786
Si	-0.1508	0.0732	0.0005
Si	-0.1256	0.2032	0.1903
Si	0.2237	-0.2168	-0.1637
Si	-0.0106	0.0512	-0.2424
Si	0.0712	-0.2456	-0.2196
Si	-0.2501	-0.2007	0.0417
Si	0.1477	-0.0409	0.2428
Si	0.0136	-0.5019	0.5344
Si	-0.0952	-0.0036	0.0196
Si	-0.0916	-0.1106	-0.3992
Si	0.1466	0.0274	0.2416
Si	-0.0089	-0.046	-0.0368
Si	0.1783	0.1328	0.0283
Si	-0.0235	0.161	-0.157
Si	0.1414	0.1105	0.2895
Si	0.2118	-0.2102	-0.5643
Si	0.4794	0.0526	0.0851
Si	-0.1305	-0.1045	0.1644
Si	-0.0781	-0.065	0.184
Si	0.1657	-0.3111	0.1405
Si	0.0043	0.3493	-0.1991
O	-0.2029	0.0325	-0.0363
O	-0.0356	-0.0368	-0.0109
O	-0.1599	0.0984	0.0011
O	-0.0263	0.0355	0.1543
O	-0.1964	0.0783	0.3621
O	0.1543	-0.1406	0.0768
O	-0.1825	0.0057	0.0501
O	-0.2596	0.133	-0.3227
O	0.1366	0.0965	0.1943
O	0.2928	0.0099	0.1945
O	-0.1046	-0.0207	-0.0756
O	-0.0718	-0.1279	0.4541
O	0.1169	-0.0571	-0.0168
O	-0.0323	-0.1492	-0.0972
O	-0.0275	-0.0477	-0.0489
O	0.0143	-0.0046	0.1067
O	-0.107	-0.1195	-0.0447
O	-0.0547	0.1903	0.0445
O	-0.027	0.0521	-0.0232
O	0.0674	0.05	0.1658
O	-0.0764	-0.0384	-0.0509
O	-0.0022	-0.0625	0.1321
O	0.0706	0.0192	-0.0573
O	-0.0054	0.1472	0.0897
O	0.0321	0.0953	0.1866
O	0.0226	0.0731	0.1216
O	0.1038	0.0701	0.0813
O	-0.1081	-0.0007	-0.0198
O	-0.0001	-0.0043	-0.1274
O	-0.1139	-0.0248	0.0361
O	0.0799	-0.0032	-0.0005
O	0.0256	0.0331	-0.0346
O	0.0307	0.0038	-0.0418
O	0.0122	-0.0605	0.0357
O	-0.0145	0.0545	-0.0305
O	-0.0259	-0.0218	0.0362
O	-0.0793	-0.1548	0.2354
O	0.0914	-0.1303	0.2352
O	-0.0105	-0.0267	-0.0176
O	-0.3862	0.19	0.1975
O	0.1709	0.0149	-0.2363
O	0.0313	0.1188	0.0737
O	-0.0013	0.0541	-0.0194
O	-0.2147	-0.0466	0.3811
O	-0.0847	-0.0317	-0.1089
O	-0.0474	-0.0451	0.004
O	0.0153	-0.0064	-0.012
O	-0.0042	0.0188	0.1227
O	0.043	0.0114	-0.0061
O	0.0251	0.0692	-0.0154
O	-0.0268	0.0148	-0.0837
O	0.0211	0.0858	0.0747
O	-0.0322	-0.0066	-0.2564
O	0.0022	-0.0366	-0.067
O	0.0921	-0.0489	-0.1077
O	-0.0381	-0.03	0.0686
O	0.1355	0.0643	0.0007
O	-0.1201	0.1375	0.0868
O	-0.0224	-0.0131	0.0127
O	-0.0768	-0.141	0.0572
O	0.0274	0.2738	0.0512
O	-0.0439	0.0583	0.0116
O	-0.1603	0.1341	0.229
O	0.1817	0.1779	0.1926
O	0.1266	-0.0639	-0.0923
O	-0.2647	0.1104	-0.1532
O	-0.019	-0.0904	0.1651
O	0.0311	0.1801	-0.0174
O	-0.1425	-0.0022	-0.0044
O	-0.0509	-0.0936	-0.0104
O	-0.1077	0.0368	-0.1739
O	0.0279	0.0261	0.0184
O	0.1037	-0.1124	0.2161
O	0.084	-0.0252	0.0279
O	-0.007	0.0049	0.0249
O	-0.1887	-0.1957	-0.0869
O	-0.1059	0.1378	-0.0505
O	-0.0389	0.0481	0.0062
O	0.4959	0.0889	-0.272
O	0.0813	-0.1407	0.0128
O	-0.1107	0.1152	-0.1349
O	0.086	0.1461	-0.0389
O	-0.0651	0.2329	0.2745
O	-0.2664	0.1038	-0.0171
O	0.009	0.0109	-0.0552
O	0.0382	-0.1069	-0.0983
O	0.0234	0.0316	0.048
O	0.0551	0.0862	0.253
O	0.0643	-0.0021	0.0487
O	0.0239	0.1128	-0.2047
O	0.0383	0.0268	-0.0341
O	0.1133	-0.023	0.055
O	0.0271	-0.0265	0.1825
O	-0.1576	0.0295	-0.0159
O	-0.0359	0.0142	-0.0681
O	-0.0059	-0.0212	-0.0778

The program warned: the cutoff lies below the one the program advises for these potential files; the forces do not sum to zero within the program's tolerance; the exchange-correlation potential is rough where the density is thin.
